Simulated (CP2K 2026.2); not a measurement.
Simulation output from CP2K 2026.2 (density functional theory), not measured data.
Periodic cell of 1042 atoms, Si736O306, from a study of silicon, its oxide and their interface. The atomic structure is a simulated model.
Doubt: the forces sum to 4.13 eV/angstrom along one axis rather than to zero, so they err by at least 0.0040 eV/angstrom per atom on average; the grid cutoff is modest.

Settings
functional: PBE
method: Gaussian and plane waves
basis set: DZVP-MOLOPT-SR-GTH
pseudopotentials: GTH-PBE
grid cutoff: 350 Ry, relative cutoff 50 Ry
k points: Gamma only
occupations: fixed
spin: none
net charge: 0

Cell vectors (angstrom)
a 30.7742 0 0
b 0 15.3871 0
c 4.9355 4.0573 39.0386

Atoms: element, x, y, z (angstrom)
Si 31.6274 3.9921 30.8085
Si 31.0668 7.0141 30.4148
Si 31.6617 12.2394 30.9461
Si 32.5847 15.7385 33.1288
Si 34.8328 4.0904 33.1188
Si 5.1342 7.8119 30.9512
Si 5.1274 10.9112 30.1369
Si 5.2688 15.8998 30.9093
Si 8.5304 3.5651 31.0019
Si 8.1746 7.9544 30.9958
Si 8.0683 11.0131 30.3498
Si 8.3634 15.8166 30.9656
Si 13.0848 3.5485 30.8573
Si 13.0088 7.8377 30.9279
Si 13.3734 10.8538 30.3603
Si 12.5014 15.8077 30.614
Si 5.5063 3.6261 30.4613
Si 34.9259 7.8924 33.0582
Si 34.8865 11.7587 33.0193
Si 4.2072 15.6752 33.013
Si 8.8854 17.4355 34.2816
Si 9.3872 7.7666 32.98
Si 9.3407 11.7361 32.9991
Si 9.4374 15.5027 33.008
Si 11.9404 3.9709 32.9126
Si 11.8178 7.7752 32.9426
Si 12.4471 13.5845 34.1149
Si 11.8427 15.5151 32.8827
Si 17.1302 4.0481 33.0011
Si 17.1443 7.9013 32.9561
Si 17.1121 11.7931 32.8148
Si 19.3275 15.2796 28.1673
Si 4.7305 5.9919 34.3158
Si 4.7299 9.8354 34.2659
Si 4.7766 13.706 34.2083
Si 4.7724 17.5572 34.3073
Si 8.8402 5.8799 34.2599
Si 8.8021 9.7485 34.1912
Si 8.8319 13.6305 34.2865
Si 9.5055 3.9617 33.0424
Si 12.4504 5.8875 34.2117
Si 12.4038 9.748 34.1555
Si 11.7807 11.6531 32.8746
Si 12.4451 17.4302 34.1939
Si 16.5128 5.9816 34.2064
Si 16.4955 9.864 34.1044
Si 16.4912 13.6639 34.1525
Si 16.5033 17.5747 34.3012
Si 33.6745 6.0057 35.7781
Si 33.6698 9.85 35.7335
Si 33.7506 13.7297 35.7505
Si 33.7492 17.568 35.8305
Si 6.7938 5.9491 35.4878
Si 6.7834 9.7971 35.4611
Si 6.7863 13.6686 35.4792
Si 6.8263 17.5087 35.4903
Si 10.6569 5.9067 35.7354
Si 10.6187 9.7853 35.6866
Si 10.6869 13.618 35.7005
Si 10.6858 17.4537 35.7572
Si 14.4818 5.951 35.4402
Si 14.4617 9.8032 35.3745
Si 14.4657 13.6244 35.4021
Si 14.4553 17.5016 35.4702
Si 33.7109 4.1028 37.1227
Si 33.6886 7.9382 37.0755
Si 33.7024 11.7813 37.0488
Si 33.7359 15.6222 37.1079
Si 6.8001 4.0383 36.8901
Si 6.7899 7.8855 36.8712
Si 6.7841 11.7299 36.8544
Si 6.7953 15.5844 36.885
Si 10.6525 4.0017 37.0662
Si 10.6382 7.8624 37.021
Si 10.6441 11.7023 37.0237
Si 10.6729 15.529 37.0538
Si 14.4614 4.0402 36.862
Si 14.474 7.8931 36.8132
Si 14.4618 11.712 36.8114
Si 14.4821 15.5528 36.8263
Si 4.9211 4.0684 38.3511
Si 4.8996 7.9063 38.3197
Si 4.902 11.7441 38.3125
Si 4.9288 15.5995 38.356
Si 8.6821 4.0318 38.3274
Si 8.6778 7.881 38.3065
Si 8.673 11.7306 38.2955
Si 8.6913 15.5622 38.3105
Si 12.6077 4.0385 38.3332
Si 12.6025 7.8857 38.2889
Si 12.6047 11.7134 38.2953
Si 12.6287 15.5558 38.3179
Si 16.3464 4.0403 38.3121
Si 16.341 7.8997 38.2901
Si 16.3413 11.744 38.2787
Si 16.3602 15.5667 38.2866
Si 30.6975 1.9229 11.6002
Si 30.6984 5.7589 11.5374
Si 30.6836 9.5994 11.5972
Si 30.7692 13.4496 11.5817
Si 3.7892 1.8858 11.5771
Si 3.7652 5.7306 11.5524
Si 3.7745 9.6081 11.5199
Si 3.7884 13.4661 11.6051
Si 7.5847 1.8865 11.4919
Si 7.5962 5.7281 11.4553
Si 7.5933 9.6221 11.448
Si 7.6129 13.4697 11.5195
Si 11.5111 1.8906 11.501
Si 11.4978 5.7562 11.4369
Si 11.5202 9.6147 11.4594
Si 11.5015 13.4734 11.4759
Si 28.7666 1.9383 12.9765
Si 28.7673 5.8018 12.8776
Si 28.7434 9.5847 12.9868
Si 28.8115 13.4024 12.8638
Si 1.8685 1.899 12.9471
Si 1.8258 5.7025 12.9171
Si 1.8713 9.5743 12.9036
Si 1.8932 13.4657 13.0253
Si 5.7169 1.8612 12.9449
Si 5.7163 5.7216 12.8745
Si 5.7047 9.6546 12.8588
Si 5.7322 13.4901 12.9601
Si 9.5459 1.8528 12.7593
Si 9.56 5.7125 12.7207
Si 9.5578 9.607 12.7033
Si 9.5778 13.5024 12.801
Si 28.81 15.2885 14.2132
Si 28.7347 3.9529 14.2919
Si 28.7114 7.6365 14.3584
Si 28.7975 11.5366 14.3106
Si 1.9207 15.4351 14.4008
Si 1.8381 3.8012 14.3334
Si 1.8053 7.6293 14.2445
Si 1.9151 11.4578 14.3104
Si 5.782 15.3707 14.4182
Si 5.6937 3.798 14.2691
Si 5.6882 7.7019 14.1417
Si 5.7523 11.5556 14.2857
Si 9.5388 15.3984 14.2043
Si 9.5649 3.7758 14.0354
Si 9.5243 7.6621 13.9794
Si 9.6212 11.5274 14.0197
Si 30.6731 15.3378 15.651
Si 30.6597 3.8193 15.6732
Si 30.8517 5.7304 17.0157
Si 30.7433 11.4278 15.6576
Si 3.8808 15.4806 15.8281
Si 4.15 2.1052 17.1686
Si 32.7929 9.2528 18.2867
Si 3.8591 11.5217 15.697
Si 7.7629 15.373 15.7781
Si 7.946 5.7819 16.6278
Si 7.6663 7.7102 15.3602
Si 7.8012 11.5612 15.4433
Si 11.4515 15.3381 15.55
Si 11.3229 3.8726 15.5726
Si 10.6856 9.5265 16.8265
Si 11.372 11.4698 15.5809
Si 30.0233 1.8735 16.8556
Si 30.6867 7.6512 15.6663
Si 30.7464 9.5407 17.0997
Si 31.0743 13.3604 16.9214
Si 3.7856 3.8718 15.6794
Si 4.0586 5.7998 16.9872
Si 3.7865 7.6154 15.491
Si 3.4804 13.4597 17.0278
Si 8.0978 2.0079 17.0187
Si 7.7384 3.7847 15.4428
Si 8.2751 9.6043 16.6132
Si 8.4719 13.3377 16.8662
Si 10.1606 1.9738 18.4138
Si 10.3886 5.7719 16.751
Si 11.243 7.6325 15.5489
Si 11.8019 13.1695 19.0017
Si 29.9087 13.967 19.6558
Si 13.4494 5.755 19.5614
Si 6.6853 9.51 18.2637
Si 30.7332 16.9651 19.0798
Si 3.0775 17.1949 19.2578
Si 32.8623 6.1017 18.2579
Si 3.8662 9.4751 16.8689
Si 4.2039 14.3501 19.7894
Si 6.236 2.8384 18.1657
Si 6.1199 5.4131 18.1928
Si 5.2857 9.2302 21.8267
Si 6.9445 14.4001 21.0266
Si 11.865 1.9094 16.7926
Si 10.8385 4.78 19.5336
Si 12.583 10.0839 19.0603
Si 10.9145 13.4156 16.8243
Si 9.5741 12.0244 28.014
Si 11.6459 11.8063 25.8745
Si 31.64 13.9755 24.2552
Si 30.9888 12.1241 22.0714
Si 6.9166 5.1117 22.0445
Si 31.6426 5.4054 20.814
Si 3.5777 13.9986 22.6162
Si 5.4096 2.7417 20.9525
Si 6.3233 7.1196 19.9815
Si 4.7114 9.3033 24.8248
Si 6.3919 5.1375 24.9981
Si 15.729 16.7823 24.3203
Si 9.8137 5.1754 22.3968
Si 8.371 10.1224 21.4753
Si 9.9542 14.985 20.5448
Si 7.9245 12.7871 25.7169
Si 9.5972 10.771 24.0422
Si 31.1905 15.2503 30.4986
Si 14.7803 2.9093 21.9339
Si 10.0444 8.1497 22.8044
Si 7.5365 18.0938 26.3595
Si 12.8722 8.1546 21.4089
Si 17.665 2.8891 25.8974
Si 4.9623 12.4459 24.876
Si 12.126 3.2105 23.3318
Si 31.5941 8.7735 27.8934
Si 33.2697 13.1251 26.7324
Si 9.316 4.3455 28.2151
Si 11.2694 15.7547 23.2854
Si 5.0913 16.5805 26.119
Si 5.6295 15.982 23.1016
Si 13.1793 17.5528 26.0066
Si 7.482 11.9495 19.5363
Si 12.8024 14.6097 25.4767
Si 9.2961 15.5738 25.7455
Si 3.4635 5.3099 26.0972
Si 13.4966 10.0854 27.4515
Si 15.765 7.8704 22.53
Si 17.3549 10.1195 21.1261
Si 12.0975 7.4058 27.9605
Si 33.3432 10.9092 28.6563
Si 32.384 17.2182 28.6602
Si 9.0782 7.3439 28.0555
Si 10.1312 14.8382 28.7226
Si 6.5916 7.5602 26.6834
Si 4.728 5.9286 28.6699
Si 32.8678 7.9086 25.2693
Si 12.3423 4.3772 27.9746
Si 16.2523 4.0619 30.8308
Si 15.8127 7.0242 30.328
Si 16.292 12.1798 30.5693
Si 16.7868 15.6903 32.9605
Si 19.5211 4.0509 33.0219
Si 20.491 7.9761 30.9364
Si 20.3151 11.149 30.6509
Si 21.323 16.0215 30.2424
Si 24.1297 3.8558 31.0296
Si 23.5273 8.1852 30.9225
Si 23.3064 11.2959 30.3435
Si 24.3606 16.1123 30.6999
Si 28.5775 3.4049 30.525
Si 28.36 8.0065 31.0174
Si 28.8027 10.9892 30.5644
Si 28.1601 15.7555 30.9857
Si 21.0804 3.7547 30.3168
Si 19.5434 7.8718 33.0479
Si 19.5528 11.697 32.8471
Si 19.8625 15.6172 32.9898
Si 24.2251 17.5322 34.3287
Si 24.733 7.9119 32.9411
Si 24.7319 11.8572 32.9936
Si 24.8208 15.6613 32.9963
Si 27.1929 4.0994 33.2012
Si 27.1533 7.902 33.0028
Si 27.8411 13.6873 34.2197
Si 27.2428 15.6783 33.1136
Si 32.4547 4.048 33.0369
Si 32.5108 7.9163 32.9872
Si 32.4756 11.8532 33.0808
Si 3.8804 15.2312 28.4014
Si 20.1352 5.9617 34.2653
Si 20.1026 9.8378 34.2197
Si 20.1708 13.6099 34.162
Si 20.1738 17.5482 34.2889
Si 24.178 6.0656 34.3122
Si 24.1654 9.8661 34.1888
Si 24.205 13.7518 34.2589
Si 24.8093 4.1197 33.2073
Si 27.8019 6.0515 34.3307
Si 27.7676 9.8468 34.2384
Si 27.1461 11.7629 32.9806
Si 27.8378 17.5582 34.3848
Si 31.8729 6.0051 34.2475
Si 31.8614 9.8586 34.2039
Si 31.9121 13.7719 34.2972
Si 31.9144 17.5871 34.3851
Si 18.3066 5.9787 35.7324
Si 18.2723 9.8504 35.6752
Si 18.3266 13.6794 35.6382
Si 18.3378 17.5196 35.7519
Si 22.1481 6.0112 35.5138
Si 22.1445 9.8446 35.4471
Si 22.1662 13.6842 35.4693
Si 22.187 17.5465 35.5296
Si 25.9891 6.0526 35.8099
Si 25.9622 9.8768 35.7282
Si 26.0327 13.7062 35.7372
Si 26.0123 17.5508 35.8455
Si 29.8576 6.0316 35.5122
Si 29.8289 9.8515 35.4554
Si 29.859 13.7156 35.4913
Si 29.8737 17.5526 35.5756
Si 18.3191 4.062 37.0631
Si 18.3014 7.9275 37.0181
Si 18.3015 11.7694 37.0019
Si 18.3357 15.5713 37.0269
Si 22.179 4.0873 36.9065
Si 22.1511 7.944 36.8811
Si 22.1711 11.7589 36.8595
Si 22.1573 15.6008 36.8834
Si 26.0024 4.1135 37.1127
Si 25.9958 7.9782 37.0976
Si 25.9994 11.7876 37.059
Si 26.0287 15.6026 37.1066
Si 29.8574 4.1095 36.9233
Si 29.858 7.953 36.8944
Si 29.8558 11.775 36.8666
Si 29.8619 15.6115 36.9264
Si 20.2851 4.0737 38.3317
Si 20.2616 7.933 38.3089
Si 20.2701 11.7651 38.2869
Si 20.2832 15.5953 38.3251
Si 24.0409 4.0911 38.3685
Si 24.0271 7.9416 38.3463
Si 24.0379 11.7725 38.3295
Si 24.0427 15.5992 38.3373
Si 27.9781 4.1012 38.3669
Si 27.9747 7.9513 38.3466
Si 27.975 11.7772 38.3249
Si 27.9873 15.6151 38.3762
Si 31.7364 4.0858 38.3715
Si 31.7314 7.9383 38.3532
Si 31.7375 11.7756 38.3265
Si 31.7533 15.6077 38.3577
Si 15.2665 1.9426 11.5843
Si 15.3048 5.7955 11.5678
Si 15.2853 9.6066 11.5689
Si 15.3364 13.47 11.5771
Si 19.1251 1.9452 11.6107
Si 19.0903 5.7964 11.6079
Si 19.1656 9.6432 11.573
Si 19.1433 13.5138 11.6353
Si 22.954 1.947 11.5518
Si 22.9723 5.7852 11.5485
Si 22.9768 9.6551 11.5431
Si 22.9886 13.5105 11.5739
Si 26.8985 1.9235 11.5185
Si 26.8586 5.7893 11.5016
Si 26.8842 9.6233 11.5244
Si 26.86 13.4652 11.5419
Si 13.3592 1.9236 12.984
Si 13.3553 5.7929 12.8729
Si 13.3601 9.6071 12.9523
Si 13.3881 13.4135 12.8835
Si 17.1754 1.9762 12.9565
Si 17.1649 5.7874 13.0233
Si 17.2261 9.5978 12.8971
Si 17.2169 13.5408 13.0204
Si 21.0507 1.9317 12.9789
Si 21.0398 5.8207 12.9157
Si 21.0821 9.6955 12.9613
Si 21.0886 13.5163 12.9889
Si 24.9423 1.9374 12.7921
Si 24.9373 5.7734 12.8418
Si 24.9415 9.6413 12.819
Si 24.9304 13.5298 12.9019
Si 13.4043 15.2882 14.2636
Si 13.3024 3.9385 14.2932
Si 13.2749 7.6612 14.3031
Si 13.3797 11.5364 14.3271
Si 17.1847 15.5264 14.403
Si 17.0707 3.8437 14.4045
Si 17.1963 7.7449 14.3642
Si 17.231 11.5055 14.2355
Si 21.0933 15.4095 14.4125
Si 20.9616 3.902 14.2745
Si 21.0748 7.7507 14.2777
Si 21.1028 11.6137 14.3776
Si 24.9448 15.4973 14.2317
Si 24.9675 3.817 14.1448
Si 24.9212 7.7191 14.1494
Si 24.935 11.5538 14.1679
Si 15.214 15.4163 15.7853
Si 15.106 3.8483 15.8173
Si 15.2481 5.8504 17.0948
Si 15.3523 11.5531 15.6454
Si 19.1445 15.4978 15.7806
Si 19.3476 2.0842 17.1397
Si 17.0783 9.3224 18.2573
Si 19.1041 11.5963 15.6582
Si 23.0943 15.4709 15.7191
Si 23.3571 5.7819 16.7726
Si 23.0498 7.7402 15.5493
Si 23.1071 11.5807 15.6592
Si 26.893 15.406 15.5591
Si 26.7801 3.9174 15.669
Si 26.5178 9.6644 16.8353
Si 26.813 11.6159 15.5796
Si 14.2879 1.9038 17.0262
Si 15.1914 7.7362 15.6683
Si 15.1221 9.6738 17.0533
Si 15.9779 13.4476 16.9302
Si 19.0302 3.914 15.6956
Si 19.2458 5.8297 17.0405
Si 19.1912 7.7551 15.678
Si 18.4716 13.5051 16.9043
Si 23.1459 2.1383 16.9264
Si 23.0075 3.9066 15.4077
Si 23.436 9.5996 16.9494
Si 23.8513 13.5045 16.833
Si 25.6565 2.314 18.8547
Si 25.857 5.7837 17.0036
Si 26.7001 7.6288 15.6719
Si 26.8325 13.6542 19.2013
Si 14.7127 13.9624 19.6977
Si 29.3772 6.0277 18.8159
Si 21.3855 10.0898 19.141
Si 15.0676 17.0241 19.2228
Si 18.11 17.1347 19.1169
Si 17.2777 6.1641 18.4011
Si 19.0263 9.686 17.0319
Si 19.3832 14.4343 19.6038
Si 21.334 2.8966 18.2156
Si 21.3449 5.3471 18.0912
Si 20.2374 8.7271 21.526
Si 22.0662 15.1513 20.5731
Si 27.6048 1.9412 16.74
Si 26.5162 5.239 19.2005
Si 28.9397 9.1163 18.5892
Si 26.2996 13.5349 16.8749
Si 24.694 12.5052 27.9333
Si 27.2393 12.4292 26.2269
Si 15.6834 13.7621 24.9987
Si 16.2078 12.8647 22.2183
Si 23.1721 4.8469 22.2065
Si 16.2116 5.2632 21.0392
Si 18.8766 14.0992 22.4864
Si 20.1062 3.123 20.9114
Si 21.018 5.8777 20.3627
Si 20.182 9.3492 24.4971
Si 21.8812 5.098 24.9533
Si 30.8924 16.8869 24.0377
Si 25.9357 6.2322 22.1267
Si 25.5069 11.5207 20.8479
Si 24.8747 15.9933 20.1525
Si 23.2386 13.2994 25.2927
Si 25.516 11.7675 23.803
Si 15.4298 15.191 30.2846
Si 30.0978 2.956 21.5856
Si 26.3461 9.2941 22.487
Si 22.9842 2.7995 26.7528
Si 29.3262 9.5081 21.6851
Si 33.002 17.945 25.8187
Si 20.2406 12.3987 24.8216
Si 27.3806 3.8289 22.9986
Si 16.3011 8.9457 27.9061
Si 17.9798 12.7743 27.0246
Si 24.7702 4.6271 28.3257
Si 24.7363 17.7002 22.4879
Si 20.4671 16.8556 26.0116
Si 20.6611 16.4785 22.9787
Si 28.491 2.6845 25.602
Si 22.8768 12.5616 19.6619
Si 27.0096 15.4896 26.5093
Si 24.4388 16.125 25.1076
Si 18.8867 5.5535 25.936
Si 28.9725 10.3379 27.5768
Si 31.756 7.8953 22.4517
Si 33.3097 10.3205 21.1724
Si 27.417 7.7599 28.0246
Si 17.7445 11.3607 28.8835
Si 17.0238 17.2302 28.6981
Si 24.4301 7.5874 27.9488
Si 25.8811 15.0566 29.2852
Si 22.0119 7.6698 26.4535
Si 20.2208 6.1476 28.5525
Si 17.5029 8.1389 25.0901
Si 27.7665 4.673 27.7864
Si 30.7362 13.4693 0.6661
Si 30.7337 1.9368 0.6599
Si 30.7285 5.7705 0.6449
Si 30.7355 9.6043 0.6518
Si 3.7531 13.4319 0.637
Si 3.749 1.9071 0.6377
Si 3.7468 5.7526 0.6257
Si 3.7486 9.5875 0.6355
Si 7.6648 13.4317 0.6354
Si 7.6533 1.915 0.6329
Si 7.6535 5.7437 0.6269
Si 7.6595 9.5763 0.6327
Si 11.4353 13.4379 0.6205
Si 11.4279 1.9187 0.6224
Si 11.4279 5.7667 0.6158
Si 11.4274 9.5976 0.624
Si 15.3384 13.4696 0.6412
Si 15.3323 1.9486 0.6379
Si 15.3277 5.7944 0.632
Si 15.3372 9.6136 0.6387
Si 19.124 13.4742 0.6554
Si 19.1181 1.9612 0.671
Si 19.118 5.8026 0.6641
Si 19.1196 9.6277 0.6633
Si 23.0335 13.4949 0.6769
Si 23.0291 1.9691 0.6763
Si 23.0343 5.8098 0.67
Si 23.0347 9.6264 0.6762
Si 26.8162 13.4788 0.6758
Si 26.8127 1.9555 0.6789
Si 26.8167 5.8033 0.6675
Si 26.8189 9.6263 0.672
Si 1.8619 13.4514 2.0356
Si 1.858 1.9208 2.0334
Si 1.8542 5.7623 2.0237
Si 1.857 9.5994 2.0312
Si 5.7061 13.4392 1.9668
Si 5.6999 1.9104 1.9698
Si 5.6979 5.7517 1.9631
Si 5.7022 9.5912 1.9679
Si 9.5526 13.4411 2.0248
Si 9.544 1.9133 2.0219
Si 9.5441 5.757 2.0193
Si 9.5453 9.5934 2.0269
Si 13.3842 13.4589 1.966
Si 13.3796 1.9282 1.9658
Si 13.3771 5.7761 1.9647
Si 13.3816 9.6097 1.9656
Si 17.23 13.4742 2.0361
Si 17.2201 1.9482 2.0402
Si 17.2186 5.795 2.0351
Si 17.2249 9.625 2.0399
Si 21.0736 13.4852 1.9989
Si 21.0729 1.9558 2.0046
Si 21.0749 5.7974 1.9989
Si 21.0742 9.6328 2.0014
Si 24.9246 13.4847 2.0676
Si 24.921 1.9536 2.0681
Si 24.9258 5.8008 2.0633
Si 24.927 9.6317 2.0656
Si 28.7776 13.4711 1.9979
Si 28.7769 1.9371 1.9968
Si 28.7779 5.7811 1.9918
Si 28.7811 9.6179 1.9937
Si 1.8528 15.3797 3.3798
Si 1.851 3.8429 3.3828
Si 1.8522 7.6807 3.3853
Si 1.8513 11.5254 3.3817
Si 5.6983 15.3679 3.3328
Si 5.6939 3.8328 3.3397
Si 5.6969 7.6713 3.3409
Si 5.698 11.5188 3.3379
Si 9.5478 15.3723 3.3705
Si 9.5442 3.8349 3.3755
Si 9.5433 7.6753 3.3829
Si 9.545 11.5202 3.3782
Si 13.3895 15.3871 3.3326
Si 13.386 3.8513 3.3366
Si 13.3852 7.693 3.3447
Si 13.3894 11.5359 3.3363
Si 17.2332 15.403 3.3825
Si 17.2298 3.8704 3.3877
Si 17.23 7.7089 3.3972
Si 17.2344 11.5514 3.3874
Si 21.0736 15.4112 3.3669
Si 21.0752 3.8756 3.3737
Si 21.0747 7.7138 3.3757
Si 21.0772 11.561 3.3676
Si 24.923 15.4107 3.4161
Si 24.924 3.8748 3.4181
Si 24.9253 7.7154 3.4255
Si 24.9233 11.5579 3.4164
Si 28.7748 15.3965 3.3639
Si 28.7743 3.8584 3.3661
Si 28.7784 7.699 3.3693
Si 28.7767 11.5439 3.3634
Si 30.6978 15.3849 4.731
Si 30.6966 3.8452 4.7344
Si 30.6994 7.6913 4.7395
Si 30.6982 11.5359 4.7335
Si 3.7822 15.3725 4.7173
Si 3.7794 3.8351 4.7235
Si 3.7824 7.6773 4.7256
Si 3.7814 11.5253 4.7208
Si 7.6119 15.3698 4.7103
Si 7.6091 3.8315 4.7163
Si 7.608 7.6757 4.724
Si 7.6097 11.523 4.7184
Si 11.4803 15.3809 4.7142
Si 11.4759 3.8405 4.7183
Si 11.4752 7.687 4.7268
Si 11.4787 11.5314 4.7188
Si 15.3044 15.3941 4.7195
Si 15.3012 3.8572 4.7229
Si 15.2997 7.7016 4.7321
Si 15.3044 11.5468 4.7221
Si 19.1561 15.4083 4.7422
Si 19.1549 3.8698 4.7446
Si 19.1577 7.7127 4.7503
Si 19.16 11.5595 4.7436
Si 22.9853 15.4096 4.7544
Si 22.9877 3.8701 4.7581
Si 22.9858 7.7155 4.7624
Si 22.9865 11.5614 4.7565
Si 26.8618 15.4003 4.7509
Si 26.8618 3.8612 4.7545
Si 26.865 7.7071 4.7578
Si 26.8628 11.5523 4.7511
Si 30.7033 13.4609 6.0926
Si 30.7016 1.9187 6.0949
Si 30.704 5.7657 6.0982
Si 30.7035 9.617 6.101
Si 3.7646 13.4509 6.0806
Si 3.7691 1.9067 6.0781
Si 3.7669 5.7546 6.0875
Si 3.7747 9.6044 6.083
Si 7.6127 13.4504 6.0755
Si 7.6105 1.9041 6.0733
Si 7.6115 5.7501 6.0828
Si 7.6068 9.6034 6.0827
Si 11.4798 13.4584 6.0757
Si 11.4792 1.9149 6.077
Si 11.4712 5.7604 6.082
Si 11.4762 9.6138 6.0856
Si 15.3204 13.4712 6.0811
Si 15.3207 1.931 6.0798
Si 15.3155 5.7753 6.0887
Si 15.3169 9.6292 6.0881
Si 19.1509 13.4848 6.1069
Si 19.1506 1.9439 6.1067
Si 19.1487 5.7889 6.1116
Si 19.1594 9.639 6.1101
Si 22.9905 13.4868 6.1186
Si 22.9873 1.9443 6.1206
Si 22.99 5.7897 6.1225
Si 22.9834 9.641 6.1233
Si 26.8594 13.4763 6.115
Si 26.8558 1.9335 6.115
Si 26.8557 5.7823 6.1189
Si 26.8586 9.6327 6.119
Si 1.8469 13.4571 7.4631
Si 1.8527 1.9092 7.4563
Si 1.85 5.7555 7.4671
Si 1.8588 9.6105 7.4583
Si 5.6842 13.4503 7.4322
Si 5.685 1.8983 7.4353
Si 5.6856 5.7473 7.4403
Si 5.6853 9.6071 7.4509
Si 9.5475 13.4589 7.4249
Si 9.544 1.9055 7.4219
Si 9.5421 5.752 7.437
Si 9.5393 9.6114 7.4301
Si 13.4065 13.4633 7.4352
Si 13.4074 1.9226 7.4354
Si 13.3967 5.764 7.4372
Si 13.4029 9.6267 7.446
Si 17.2281 13.4813 7.4744
Si 17.2287 1.9379 7.4723
Si 17.2268 5.7822 7.4775
Si 17.2348 9.6379 7.4669
Si 21.0637 13.4901 7.4788
Si 21.0603 1.9469 7.4835
Si 21.0629 5.7906 7.4793
Si 21.0638 9.6454 7.4968
Si 24.9252 13.4841 7.4717
Si 24.9222 1.9373 7.4712
Si 24.9215 5.7852 7.4767
Si 24.9188 9.6377 7.4683
Si 28.7929 13.4647 7.4657
Si 28.7873 1.9174 7.4664
Si 28.789 5.7727 7.4646
Si 28.7891 9.63 7.4738
Si 1.8499 15.38 8.8347
Si 1.8513 3.8241 8.8307
Si 1.8523 7.6871 8.8245
Si 1.8535 11.5319 8.8288
Si 5.6738 15.3642 8.7968
Si 5.674 3.8178 8.7903
Si 5.677 7.6713 8.7915
Si 5.6761 11.541 8.8019
Si 9.5477 15.3773 8.7936
Si 9.5464 3.8183 8.7905
Si 9.5398 7.6858 8.7851
Si 9.5443 11.5396 8.7865
Si 13.4239 15.3855 8.7868
Si 13.4119 3.842 8.7943
Si 13.411 7.6908 8.7804
Si 13.42 11.5523 8.8048
Si 17.2263 15.405 8.8482
Si 17.2252 3.8566 8.8489
Si 17.2308 7.7171 8.8335
Si 17.2389 11.5567 8.8431
Si 21.0522 15.4104 8.8447
Si 21.0463 3.872 8.8449
Si 21.0575 7.7086 8.8437
Si 21.0591 11.5793 8.8547
Si 24.9256 15.4052 8.8426
Si 24.9183 3.8571 8.8388
Si 24.9133 7.7166 8.8321
Si 24.9199 11.5597 8.8345
Si 28.8054 15.3802 8.8304
Si 28.7914 3.8439 8.8159
Si 28.7941 7.698 8.8189
Si 28.7995 11.5536 8.8402
Si 30.7153 15.3835 10.2234
Si 30.7006 3.8249 10.1964
Si 30.7081 7.6958 10.197
Si 30.7216 11.5251 10.2178
Si 3.7729 15.3645 10.199
Si 3.7769 3.8078 10.1932
Si 3.7753 7.6643 10.185
Si 3.7718 11.5528 10.1984
Si 7.6007 15.3655 10.1325
Si 7.6001 3.8034 10.1234
Si 7.6005 7.6744 10.1287
Si 7.6073 11.5582 10.1337
Si 11.5045 15.3831 10.1194
Si 11.4901 3.8119 10.131
Si 11.4894 7.6903 10.1108
Si 11.4852 11.5461 10.1279
Si 15.3023 15.3996 10.2134
Si 15.2987 3.8594 10.2092
Si 15.3023 7.7022 10.185
Si 15.3219 11.5449 10.2101
Si 19.1388 15.414 10.2321
Si 19.1353 3.8697 10.2364
Si 19.1397 7.7104 10.2184
Si 19.1444 11.5885 10.2398
Si 22.979 15.4146 10.1912
Si 22.9732 3.8663 10.1875
Si 22.9803 7.717 10.1962
Si 22.9901 11.5849 10.2007
Si 26.8795 15.3842 10.1748
Si 26.8704 3.8513 10.1675
Si 26.8631 7.7099 10.1568
Si 26.8606 11.5516 10.1763
O 32.0077 7.8686 31.4173
O 32.0598 16.049 31.5989
O 6.967 3.9725 31.0558
O 4.4289 4.1673 31.5251
O 6.6867 7.2785 31.038
O 4.6037 11.679 31.456
O 4.1402 11.2086 28.8919
O 6.8011 15.4745 31.2331
O 8.6072 11.9762 31.5332
O 14.6789 3.7358 31.0569
O 14.3112 6.8588 30.9382
O 12.2669 11.5888 31.286
O 14.7655 11.6324 30.4752
O 13.8317 14.9534 30.2148
O 32.2619 2.1066 19.2906
O 30.2097 13.1503 18.2882
O 32.6508 13.4341 17.369
O 17.1912 10.3386 19.5352
O 5.6964 14.9033 20.1168
O 4.2557 13.4054 18.474
O 5.2473 9.0469 17.6778
O 7.9757 12.9957 18.4085
O 12.4319 4.4959 19.6451
O 10.6939 5.8721 18.3569
O 11.2828 9.3993 18.3628
O 6.3402 10.9686 18.9314
O 30.4978 13.1616 20.9237
O 32.356 3.1049 29.6567
O 31.6184 5.5137 30.2363
O 33.0204 9.3515 28.4023
O 32.5125 11.2988 29.9692
O 3.8394 12.9479 25.8929
O 31.8016 13.7644 30.3993
O 31.308 16.0938 29.126
O 18.4893 16.5499 28.72
O 16.8247 17.8067 27.2018
O 4.3135 6.7988 29.9731
O 5.7209 16.1066 24.7032
O 5.1242 9.3103 30.3365
O 5.3207 17.4161 30.2936
O 9.3075 4.3612 29.8282
O 4.9504 4.8486 25.6675
O 8.9669 7.5342 29.6549
O 7.9187 9.5481 30.9717
O 9.1397 10.9733 29.1492
O 8.6153 17.3806 30.621
O 8.8047 15.0195 29.6305
O 12.2802 2.9646 24.9211
O 12.6312 4.4098 29.5649
O 12.1768 7.5348 29.5749
O 6.3762 13.0024 25.3849
O 12.9074 10.7623 28.812
O 12.9458 9.5172 20.5318
O 12.838 17.3823 30.4919
O 10.5588 11.3022 26.9641
O 29.8025 2.4553 20.0794
O 12.7321 7.002 20.2813
O 30.2821 5.9857 20.1552
O 32.5141 11.6037 21.7872
O 3.8563 2.5865 20.485
O 34.2476 5.6825 27.6787
O 32.7605 7.675 18.7699
O 3.2376 15.5981 19.4918
O 3.6004 13.5504 21.0595
O 6.3146 2.2423 19.707
O 5.1534 7.9575 20.7961
O 6.9796 12.7901 20.8281
O 8.3468 15.0059 20.5428
O 10.5074 15.0543 22.0592
O 10.0634 3.4068 19.1973
O 8.3122 3.2251 27.6657
O 10.259 5.4327 20.8709
O 8.3645 4.434 22.3577
O 12.2385 11.6402 19.2573
O 10.5643 13.6058 19.9604
O 30.7435 15.3126 24.3409
O 17.028 17.6945 24.5467
O 32.1827 6.4489 21.9025
O 16.1002 3.8636 21.8413
O 10.4004 13.2517 28.6514
O 4.5507 12.9963 23.4177
O 8.8276 5.7871 27.7036
O 5.8258 4.2772 21.1946
O 33.7971 6.5942 25.2466
O 33.9084 9.1491 25.1807
O 9.916 15.4583 27.2428
O 6.1862 5.4057 23.4351
O 10.3371 15.9603 24.5808
O 5.0602 10.8589 24.8116
O 7.1742 8.3255 19.2772
O 7.3829 3.884 25.2585
O 13.5226 3.6768 22.6403
O 9.1538 8.7088 21.5633
O 32.9087 14.1524 23.2797
O 10.3583 16.2103 19.5563
O 9.0864 11.1139 22.5476
O 8.6672 14.1583 25.2857
O 3.6588 17.2371 25.8809
O 8.2695 16.8095 25.7427
O 15.1148 10.0065 27.555
O 8.6034 10.8863 20.0558
O 6.706 14.8894 22.556
O 15.1711 16.9976 22.8214
O 13.6232 9.3448 30.8831
O 32.8335 11.7218 27.3683
O 21.5282 17.5505 27.0109
O 12.6481 16.0233 26.3037
O 4.9256 15.3703 27.1727
O 12.9921 8.556 27.2678
O 16.2742 8.1303 24.0419
O 16.241 9.0634 21.5777
O 14.6407 17.313 25.387
O 7.2155 6.4308 21.1576
O 10.7976 4.0097 27.6876
O 17.6961 4.487 25.8075
O 31.9107 7.9474 26.5594
O 9.6722 6.6107 23.1432
O 4.1547 15.5037 22.6858
O 10.5625 7.7092 27.5532
O 21.0251 17.5796 29.9191
O 18.8093 9.4895 21.4453
O 30.973 7.7739 28.9963
O 15.526 12.8001 23.6931
O 11.7301 17.1763 22.6747
O 7.0432 6.4798 25.5851
O 22.6086 9.399 18.3407
O 16.6966 7.8957 31.3663
O 18.3326 15.655 32.38
O 15.7806 15.9287 31.6901
O 22.5283 4.0816 30.9461
O 19.9753 4.0838 31.4448
O 22.0547 7.4913 31.0225
O 21.7657 11.806 30.3028
O 20.9165 15.6756 31.7613
O 22.8947 15.6961 30.1184
O 24.1504 12.1098 31.4623
O 27.6596 4.1154 31.6344
O 30.1184 3.4149 30.9943
O 29.5652 6.9114 31.0342
O 27.5695 11.6293 31.3869
O 30.092 11.8784 30.8835
O 29.6652 15.1691 30.9919
O 16.572 2.2086 19.0116
O 13.8771 6.0494 18.0269
O 13.8219 9.8665 18.044
O 15.4421 13.1984 18.4699
O 32.9447 10.2234 19.594
O 20.8099 15.2162 19.5325
O 19.142 13.3766 18.4146
O 24.6494 2.3378 17.5758
O 20.0471 9.7297 18.3306
O 23.3826 13.4153 18.3972
O 27.1171 17.2355 18.3143
O 28.1289 5.0115 19.0732
O 27.5454 9.7601 18.0907
O 21.612 11.6868 19.18
O 13.1132 14.0349 19.4367
O 26.1702 6.1377 20.515
O 16.4138 5.5377 30.1555
O 15.7673 7.7882 28.903
O 19.2844 12.4151 26.1232
O 16.2225 13.7907 30.284
O 33.8758 16.6121 28.7109
O 32.3573 17.4039 24.4499
O 19.755 7.0383 29.824
O 20.401 2.568 22.3931
O 19.2259 11.6236 29.5506
O 20.4252 9.5326 30.4833
O 24.8611 4.815 29.9346
O 20.3174 5.0169 25.3834
O 24.2227 7.7733 29.5337
O 23.2917 9.7768 30.8518
O 23.9745 11.3982 28.8722
O 24.5468 17.7276 30.6237
O 27.8649 6.2728 27.5637
O 28.4152 4.2862 29.2021
O 27.5132 7.8664 29.641
O 23.6515 13.1005 26.8488
O 28.4794 10.9637 28.9891
O 21.3123 9.5863 20.6721
O 28.1215 17.2505 30.322
O 27.2808 14.7551 30.0607
O 26.0021 11.9284 27.1667
O 14.3577 2.4356 20.4432
O 28.7149 7.5046 18.66
O 14.7687 5.426 20.3695
O 20.9808 8.69 25.7466
O 29.1535 9.6525 20.091
O 15.206 15.4898 19.7149
O 18.7001 2.5606 20.3838
O 10.9426 4.2819 23.1215
O 17.287 5.3276 19.8219
O 17.1923 7.7646 18.806
O 18.2057 15.5423 19.4801
O 19.4204 13.6662 21.022
O 21.2618 2.6377 19.8625
O 22.4539 13.5974 20.8224
O 23.294 15.86 19.7992
O 24.909 16.2901 21.7336
O 25.7699 3.8117 19.4601
O 23.6394 3.5055 28.0453
O 24.5256 5.613 22.5944
O 26.5665 12.177 19.824
O 24.9961 9.6641 17.4381
O 25.7114 14.6448 19.8475
O 20.7811 4.7074 29.0441
O 27.446 3.2327 24.496
O 16.4384 6.4726 22.0763
O 31.2963 4.0348 21.5753
O 25.17 13.6558 28.9413
O 19.4549 13.1076 23.6046
O 18.3122 14.0564 27.975
O 30.0327 10.8532 22.1629
O 12.5878 5.9211 27.4858
O 24.3132 6.0051 27.634
O 21.0949 16.6002 24.5349
O 20.0446 4.7244 20.973
O 18.4092 6.8057 25.0465
O 18.5706 9.3152 24.7521
O 26.2634 15.8119 27.9034
O 22.0641 4.9319 23.37
O 24.3757 17.268 23.9815
O 20.5909 10.8928 24.3883
O 26.7371 12.3538 24.6887
O 22.7838 3.9342 25.6213
O 5.8264 17.3866 22.3278
O 28.7441 3.5594 22.1991
O 11.7914 13.4283 25.9582
O 27.9533 9.3621 22.4997
O 25.8406 9.9614 21.0963
O 17.279 14.0659 22.3423
O 25.6015 12.3041 22.2722
O 23.5407 14.8183 24.8151
O 24.0918 12.219 24.4285
O 19.1915 17.8065 25.9385
O 23.9433 16.9408 26.4045
O 23.5623 3.2877 21.918
O 30.5638 10.0108 27.6171
O 24.0249 11.5922 20.2234
O 21.7832 15.7753 22.0408
O 19.0075 5.9309 27.5109
O 30.606 17.0921 22.468
O 29.0903 9.4684 31.046
O 30.2446 8.2303 22.0144
O 8.2261 12.5734 27.2955
O 6.777 9.8947 21.7563
O 17.4975 9.7608 28.627
O 6.0619 17.6515 26.8174
O 25.9396 15.5746 25.3047
O 32.0892 13.6374 25.7651
O 19.9974 15.4799 26.7013
O 28.3064 8.8891 27.3071
O 31.8399 7.8994 24.0468
O 32.7798 8.9905 21.8956
O 16.7301 13.1141 26.0419
O 29.8968 17.8168 24.8869
O 7.9424 8.2223 27.2971
O 26.2136 4.1975 27.7334
O 33.1796 4.1512 25.7822
O 16.85 8.2979 26.5486
O 4.6673 14.8896 29.7748
O 27.6325 13.9835 26.5409
O 19.304 15.6098 22.861
O 25.9065 8.0808 27.5701
O 23.3512 8.3805 27.0325
O 5.8467 6.7983 27.8969
O 20.5963 8.6188 23.1044
O 21.6525 13.109 25.1188
O 26.1377 3.0821 22.3076
O 22.4357 6.5526 25.3718
O 20.5083 15.0522 29.2422
O 14.1542 7.8677 22.3625
O 5.034 8.7091 23.3494
O 28.6151 3.8667 26.6854
O 6.6117 11.4606 29.8115
O 15.8933 16.1199 29.0419
O 28.0861 16.6601 26.2692
O 32.7419 5.2004 19.6303
O 11.0497 11.4059 24.4169
O 16.949 18.4066 29.8013
O 28.2982 14.1499 19.7078
O 4.1421 10.334 21.4311
O 15.1122 13.2033 21.0734
O 11.3709 15.5165 29.4954
O 33.5599 14.1316 27.9644
O 5.6136 8.6264 25.9835
O 14.253 13.9513 25.7124
O 30.6304 15.4081 19.5379
O 27.0969 5.4231 22.9244
O 30.8212 12.7904 23.5403
O 5.2934 4.4679 29.0993
O 11.6059 8.2021 22.3968
O 16.1485 15.2528 24.5802
O 25.9071 7.7642 22.5829
O 21.3593 6.9635 27.7535
O 20.2964 7.2505 20.8575
O 17.0389 11.5124 21.8833
O 9.7366 9.1353 24.0785
O 8.4777 11.4449 24.9938
O 13.218 3.1889 27.2767
O 28.5058 11.4349 26.4722
O 12.5471 14.9255 23.8855
O 22.5223 5.6152 20.9437
O 13.0279 11.0165 26.2074
O 32.0863 17.5896 27.1134
O 25.6898 10.1457 23.7103

Results
total energy: -212915.832 eV
total energy less fixed offsets of O -438.35, Si -107.03 eV per atom: -6.652 eV

Forces (eV/angstrom), in the order of the atoms: element, x, y, z
Si 0.217 -0.0329 0.6472
Si 0.0475 0.0299 0.1495
Si 0.1807 -0.0165 0.6514
Si 0.1928 -0.1892 0.6
Si -0.1661 -0.0578 0.6562
Si -0.2764 0.0018 0.6369
Si -0.0294 -0.0168 0.2043
Si -0.3227 0.0643 0.6243
Si 0.2732 0.1001 0.6085
Si 0.3042 -0.2479 0.4346
Si -0.0026 0.1016 0.0808
Si 0.318 -0.1525 0.6665
Si -0.3688 0.2365 0.6433
Si -0.3783 -0.0408 0.4594
Si -0.1111 -0.0431 0.0903
Si -0.19 -0.2105 0.7446
Si -0.0839 -0.0295 0.1065
Si -0.0174 -0.0197 0.0301
Si -0.2159 0.0223 0.6582
Si 0.0218 -0.0231 0.0069
Si -0.048 0.0047 -0.0228
Si 0.0389 0.0023 0.0636
Si 0.3198 -0.0949 0.5609
Si 0.0105 0.0528 0.0046
Si -0.013 -0.0517 0.0007
Si -0.043 0.0009 0.0575
Si 0.0436 -0.0457 -0.0741
Si -0.0178 0.0544 -0.0221
Si 0.0151 0.0126 -0.0007
Si 0.1645 -0.0333 0.615
Si 0.0541 -0.0433 -0.0053
Si -0.029 0.0557 0.0247
Si 0.039 0.0237 -0.0467
Si 0.0135 -0.0073 -0.0901
Si 0.0143 0.0106 -0.0802
Si 0.0263 -0.0085 -0.0785
Si -0.0067 -0.0037 -0.0752
Si -0.0282 -0.0129 -0.0777
Si -0.052 -0.0559 -0.0358
Si 0.0874 -0.0344 0.0413
Si -0.0237 0.0191 -0.0868
Si 0.0178 -0.0012 -0.0861
Si -0.2007 -0.0014 0.5971
Si 0.0293 0.0221 -0.0309
Si -0.0208 0.0322 -0.0716
Si -0.0205 0.0122 -0.0514
Si -0.0144 0.0454 -0.0459
Si -0.0331 -0.031 -0.0635
Si -0.0098 -0.0215 -0.036
Si -0.0181 0.0129 -0.042
Si 0.0092 -0.0092 -0.0503
Si -0.0052 0.0107 -0.0379
Si -0.002 -0.0128 0.0413
Si 0.0052 0.0118 0.0306
Si -0.0197 0.0046 0.0338
Si 0.0127 0.0206 0.0398
Si 0.0046 0.0026 -0.052
Si 0.0057 0.0256 -0.0091
Si 0.0064 -0.022 -0.004
Si 0.0191 -0.0152 -0.0776
Si 0.0058 0.0087 0.0318
Si 0.0119 -0.0079 0.0306
Si 0.0065 0.0456 0.0209
Si -0.0239 -0.0074 0.0449
Si 0.0102 0.0017 0.0467
Si -0.0091 -0.0019 0.0258
Si -0.0151 0.001 0.0163
Si 0.0213 -0.0008 0.0305
Si 0.0014 -0.0008 0.0061
Si -0.0029 -0.0015 -0.029
Si 0.0122 0.0077 0.0024
Si 0.0065 -0.0024 -0.0309
Si -0.0087 -0.0031 0.0094
Si -0.0133 0.0342 -0.0103
Si -0.0078 -0.0049 0.0294
Si 0.0006 -0.012 0.0008
Si -0.0018 -0.0113 -0.0222
Si 0.0098 0.0135 -0.0052
Si -0.0177 0.0021 -0.0121
Si 0.0051 -0.0234 0.0039
Si 0.0106 0.0064 0.022
Si 0.0337 -0.0129 0.0203
Si 0.0211 0.0048 0.0156
Si 0.0162 0.0136 0.0179
Si -0.0374 -0.0063 0.0264
Si -0.0361 0.0133 0.028
Si -0.0241 -0.0075 0.0295
Si -0.0383 0.005 0.0275
Si 0.0249 -0.0148 0.025
Si 0.051 0.0185 0.0162
Si 0.0188 -0.001 0.0242
Si 0.0323 0.0041 0.015
Si -0.0245 0.0071 0.0263
Si -0.0164 -0.011 0.0195
Si -0.0236 -0.0124 0.0269
Si -0.0282 0.0057 0.0191
Si 0.0196 0.0079 -0.0014
Si 0.0154 -0.005 -0.0356
Si -0.0229 -0.0031 0.0054
Si 0.0049 0.0059 -0.01
Si -0.0112 -0.0085 -0.0356
Si -0.0191 0.0008 -0.0037
Si 0.0016 0.0102 -0.0114
Si 0.0051 -0.0107 -0.0128
Si -0.0127 0.0099 -0.0144
Si 0.0102 0.0184 -0.032
Si -0.0102 -0.0152 -0.0174
Si -0.0117 -0.0147 -0.0291
Si 0.0171 -0.0076 -0.0201
Si -0.0237 -0.0097 -0.0305
Si 0.0007 0.0086 -0.0137
Si -0.0017 0.0048 -0.0342
Si -0.0232 -0.0182 0.0446
Si 0.0137 0.0158 -0.0094
Si 0.0018 -0.0061 -0.0194
Si -0.0138 -0.0135 -0.0379
Si -0.0066 -0.0112 0.006
Si 0.0199 0.0102 -0.0004
Si 0.0207 -0.0145 0.0241
Si 0.0001 -0.0161 0.0362
Si 0.0001 -0.0076 0.0533
Si 0.0216 -0.0156 0.0092
Si 0.0049 -0.0021 0.0069
Si 0.0284 0.0259 0.0032
Si -0.0281 -0.0074 0.0042
Si -0.016 0.0033 -0.0183
Si 0.0044 0.0055 -0.0141
Si 0.0014 -0.0144 0.018
Si -0.0236 0.0157 -0.0097
Si -0.0066 0.0009 0.0105
Si -0.0092 0.0012 -0.0091
Si -0.0045 -0.0038 -0.0255
Si 0.0126 -0.0186 0.0104
Si 0.0036 0.0104 -0.0142
Si -0.0293 0.0188 -0.0282
Si 0.008 0.044 -0.0271
Si -0.0207 -0.0267 -0.0438
Si -0.0214 -0.0265 -0.0119
Si 0.0082 -0.0188 -0.0408
Si -0.0219 -0.0101 -0.0499
Si 0.02 -0.0284 0.0161
Si 0.0334 0.0443 -0.0454
Si -0.0362 0.0066 -0.0673
Si 0.0137 -0.021 -0.0217
Si 0.0596 -0.0225 0.0244
Si -0.0175 -0.0227 -0.0134
Si 0.0568 0.0045 0.0319
Si -0.0072 0.035 0.0343
Si -0.036 -0.0374 0.0055
Si 0.0358 -0.059 0.0242
Si -0.0703 0.141 -0.6936
Si -0.0019 0.0194 0.0137
Si 0.0023 -0.0127 0.0705
Si -0.0091 -0.0502 0.0837
Si -0.0197 0.037 -0.0076
Si 0.0316 0.0339 0.035
Si 0.0025 -0.0256 0.0026
Si -0.0831 0.0259 0.0841
Si -0.1672 0.1272 -0.5841
Si -0.0076 -0.0419 0.0595
Si -0.0027 0.0036 0.0545
Si 0.0077 0.0173 -0.0218
Si -0.0099 -0.0135 0.1185
Si -0.2488 0.0909 -0.7367
Si -0.0361 0.0469 -0.0169
Si 0.029 -0.0422 0.0107
Si -0.0419 0.0309 -0.0233
Si 0.3067 0.0544 -0.7206
Si 0.0936 -0.051 -0.0116
Si -0.0069 0.0352 -0.024
Si 0.058 -0.0475 -0.0088
Si 0.1651 0.1496 -0.5682
Si -0.054 -0.0228 -0.8189
Si -0.1036 -0.1406 -0.6707
Si -0.0221 -0.0026 0.0942
Si -0.178 0.0818 -0.6704
Si -0.0408 -0.0146 -0.0292
Si -0.0587 0.0702 -0.1694
Si 0.4407 0.1547 -0.3885
Si -0.2675 0.0314 -0.6839
Si 0.3156 0.2675 -0.5621
Si 0.0791 -0.1289 -0.6149
Si -0.431 0.2096 -0.2039
Si 0.0644 -0.0403 -0.1115
Si -0.0655 0.2094 -0.4588
Si 0.044 0.0825 -0.0434
Si -0.012 -0.0936 -0.0979
Si -0.0003 -0.0814 0.0152
Si 0.0494 -0.029 0.0134
Si -0.0203 -0.1243 -0.147
Si -0.0353 -0.1671 -0.1614
Si -0.0238 0.0291 0.0078
Si -0.0447 0.0293 0.0272
Si 0.1314 0.0426 0.0518
Si 0.0577 0.0192 0.0394
Si 0.0446 0.0238 -0.2194
Si 0.1802 0.0274 -0.1123
Si -0.0396 -0.046 -0.1874
Si -0.0358 -0.015 0.0322
Si -0.1149 -0.2014 -0.0564
Si -0.3206 -0.5152 -0.4116
Si -0.0514 -0.1568 -0.0752
Si -0.0626 -0.0866 0.0837
Si -0.0963 -0.0292 -0.0072
Si 0.0084 -0.0638 -0.078
Si -0.0707 -0.0402 -0.0379
Si 0.0751 0.0882 -0.0958
Si 0.0963 -0.0699 0.0218
Si 0.0584 -0.0581 0.0042
Si -0.0177 0.0812 0.0926
Si -0.0147 0.0196 -0.0143
Si 0.0137 0.0455 0.01
Si 0.1069 0.0961 -0.0105
Si 0.0663 -0.034 -0.119
Si -0.03 -0.0932 0.1615
Si -0.1071 -0.0488 0.002
Si 0.0563 0.0306 -0.0326
Si -0.0779 0.0711 0.1071
Si -0.0165 0.0494 0.0174
Si 0.022 0.0565 0.0439
Si 0.0057 -0.0768 -0.056
Si -0.0475 -0.0461 -0.0768
Si 0.0129 0.028 0.0035
Si -0.0613 -0.0516 0.0474
Si 0.0494 0.0936 -0.2583
Si 0.0002 0.0807 -0.0293
Si -0.0357 -0.0675 0.1607
Si 0.037 0.031 0.0836
Si -0.0271 -0.021 0.1123
Si 0.0098 -0.043 0.0261
Si 0.0825 0.05 -0.0607
Si 0.056 -0.0524 0.1112
Si 0.1128 0.008 0.0678
Si -0.0814 0.0552 0.0966
Si 0.0278 0.012 0.0773
Si -0.0183 0.0805 0.092
Si -0.0789 0.0323 0.0124
Si -0.0012 0.0188 0.0851
Si 0.04 0.0432 0.1043
Si 0.0444 0.0498 0.0613
Si 0.2232 -0.0349 0.6054
Si 0.0334 0.0895 0.1116
Si 0.572 -0.4105 0.1378
Si -0.171 -0.1127 0.7079
Si -0.1686 0.0168 0.6439
Si -0.3007 -0.0648 0.6298
Si -0.1907 0.182 0.7078
Si -0.0581 0.1226 0.1072
Si 0.2536 0.1326 0.7323
Si 0.3645 -0.2329 0.477
Si 0.0717 0.1046 0.036
Si 0.4997 -0.4559 0.2379
Si -0.0763 0.0042 0.0853
Si -0.4187 -0.0942 0.4197
Si -0.0801 -0.1039 0.0618
Si -0.1577 0.1534 0.5988
Si -0.0726 -0.0065 0.1119
Si -0.0056 -0.0315 0.0168
Si -0.018 -0.0046 -0.0132
Si 0.1113 -0.0414 0.7764
Si -0.0077 0.0084 -0.0173
Si -0.027 0.012 0.0422
Si 0.2295 -0.1067 0.5637
Si -0.0137 0.0247 0.0273
Si -0.184 -0.0674 0.6424
Si -0.035 0.0274 0.0719
Si 0.0043 -0.0656 -0.0665
Si -0.0413 0.0238 0.0206
Si -0.0519 0.0053 0.0121
Si 0.1805 -0.0074 0.5821
Si 0.0424 0.0169 0.0496
Si -0.0006 -0.0156 0.0605
Si 0.0413 -0.0139 -0.0523
Si 0.026 -0.0224 -0.0088
Si 0.0343 0.0066 -0.0752
Si 0.0124 -0.0132 -0.0662
Si -0.0051 -0.0004 -0.0391
Si -0.0109 0.0069 -0.0821
Si -0.0186 -0.0465 -0.0235
Si 0.0251 0.0053 -0.0167
Si -0.014 0.0006 -0.082
Si 0.0187 -0.01 -0.0861
Si -0.1534 0.048 0.621
Si -0.0089 0.0365 -0.0593
Si -0.0084 0.0022 -0.0746
Si -0.0188 0.007 -0.0817
Si -0.0131 0.0195 -0.0681
Si -0.017 0.0182 -0.0584
Si -0.0035 0.0003 -0.0231
Si -0.0048 -0.0173 -0.0323
Si -0.0054 0.001 -0.0151
Si -0.0076 0.004 0.0025
Si -0.0055 -0.0032 0.0337
Si 0.0166 0.0121 0.0252
Si -0.0263 0.0201 0.0253
Si -0.0136 -0.0162 0.0373
Si -0.0278 -0.0268 -0.048
Si -0.008 0.027 -0.0142
Si 0.0091 -0.0262 -0.0257
Si -0.0111 0.0094 -0.0706
Si 0.009 0.0001 0.0283
Si -0.0093 -0.0079 0.0312
Si -0.001 0.0362 0.0288
Si -0.0117 -0.0128 0.0484
Si -0.0077 -0.0186 0.0124
Si 0.0014 -0.0093 0.0164
Si 0.0017 0.0236 -0.0301
Si 0.0204 0.0144 0.0046
Si 0.0174 -0.0098 -0.0062
Si -0.0179 -0.0068 -0.0153
Si 0.0189 0.0221 -0.0159
Si 0.0046 -0.0012 -0.0019
Si 0.0032 -0.0018 0.0448
Si -0.0043 0.018 -0.0013
Si 0.0118 -0.0091 0.0359
Si 0.0126 -0.0138 0.002
Si -0.0052 -0.0018 -0.0121
Si 0.0017 0.0092 -0.0085
Si -0.008 -0.0055 -0.0182
Si 0.0004 -0.0063 -0.0007
Si 0.0134 0.0071 0.0244
Si 0.0323 -0.0037 0.0271
Si 0.0258 -0.0068 0.0315
Si 0.0178 0.0138 0.0228
Si -0.0182 -0.0087 0.0244
Si -0.04 0.0096 0.0234
Si -0.0111 -0.0084 0.027
Si -0.0377 -0.0024 0.0243
Si 0.0071 -0.0066 0.0142
Si 0.0445 0.0121 0.0272
Si 0.0206 -0.0041 0.0271
Si 0.0318 0.0081 0.0222
Si -0.0229 0.0033 0.0233
Si -0.0248 -0.0012 0.029
Si -0.0307 -0.0055 0.0192
Si -0.0288 0.0009 0.0214
Si 0.0137 -0.004 -0.0054
Si 0.0176 0.0065 -0.0173
Si -0.0114 0.0093 -0.0116
Si 0.0066 0.0021 -0.0071
Si 0.0125 0.0071 -0.0199
Si -0.0072 0.0258 -0.011
Si 0.0162 0.0002 -0.0059
Si 0.0033 -0.0112 -0.0081
Si -0.0222 0.0108 -0.0219
Si -0.0075 -0.0168 -0.036
Si -0.0229 -0.0068 -0.0163
Si -0.0018 -0.0041 -0.034
Si 0.023 0.0087 -0.0075
Si 0.0062 -0.0191 -0.0155
Si 0.0129 0.0091 -0.0301
Si 0.0024 -0.0062 -0.027
Si -0.0249 0.0106 0.0923
Si -0.0426 0.0272 0.0116
Si -0.0167 -0.0024 0.0112
Si -0.039 -0.0376 -0.0087
Si 0.0051 0.022 -0.027
Si 0.005 -0.0175 0.0196
Si -0.007 -0.0146 -0.0066
Si -0.0159 -0.0285 0.0268
Si 0.015 -0.0153 0.0562
Si 0.0167 -0.0229 0.0139
Si -0.0007 -0.0006 0.0077
Si 0.024 0.0371 -0.0052
Si -0.0436 -0.0377 -0.0269
Si 0.0031 0.0207 0.0456
Si 0.0026 0.0151 0.0023
Si -0.0163 -0.0309 0.0292
Si -0.008 0.0542 0.0249
Si 0.0337 -0.0622 -0.0251
Si 0.028 0.0206 -0.0446
Si 0.0039 -0.0082 -0.0064
Si -0.0028 -0.0386 0.0379
Si -0.0164 0.0343 -0.0177
Si -0.0145 0.009 -0.0197
Si -0.0033 0.0372 -0.0125
Si 0.001 -0.0028 -0.0534
Si -0.0439 -0.026 -0.0189
Si -0.0121 0.0004 -0.0482
Si 0.0016 -0.0327 -0.0265
Si 0.0063 -0.0368 0.0046
Si 0.0101 -0.0024 0.0231
Si -0.0117 0.0102 -0.0541
Si 0.0147 -0.0086 -0.0168
Si 0.0396 0.0329 -0.0139
Si -0.0121 -0.0506 0.0076
Si 0.5559 -0.0591 -0.2715
Si -0.0276 0.0264 -0.0148
Si -0.0033 -0.0211 -0.0088
Si 0.0024 -0.0498 0.024
Si -0.1263 0.1095 -0.69
Si 0.0237 0.0176 0.0094
Si 0.0029 -0.0094 0.0492
Si 0.0226 -0.0356 0.011
Si 0.0154 0.0366 0.0458
Si 0.0149 -0.0175 0.0579
Si 0.0454 0.0193 -0.0244
Si -0.0232 0.0866 0.0529
Si 0.1727 -0.0617 -0.8092
Si -0.0063 -0.0437 0.0336
Si -0.001 0.0242 -0.0224
Si 0.0141 -0.0003 -0.0188
Si 0.4831 -0.0606 -0.2381
Si 0.2875 0.155 -0.5768
Si 0.019 0.0202 -0.018
Si -0.0337 0.0347 0.0047
Si -0.0184 0.0338 0.0025
Si -0.2916 0.1278 -0.5749
Si -0.5064 -0.1652 -0.1909
Si -0.0457 0.0666 0.0024
Si -0.308 0.0773 -0.8535
Si 0.2116 0.0959 -0.5937
Si -0.1293 -0.3752 0.2951
Si -0.0378 -0.0298 -0.0269
Si 0.0474 -0.0119 0.1099
Si -0.0222 0.0161 -0.7223
Si 0.0185 -0.0522 -0.0879
Si 0.2741 -0.2083 -0.5572
Si -0.0266 -0.0118 -0.1102
Si -0.4056 0.0438 -0.5783
Si 0.4279 0.0783 -0.6114
Si -0.0081 -0.2097 -0.6576
Si -0.3531 -0.0254 -0.4466
Si -0.0174 0.0538 -0.0629
Si 0.0755 0.2024 -0.4488
Si 0.0212 -0.0392 0.0358
Si -0.0499 -0.0091 -0.0092
Si -0.106 0.024 -0.0112
Si 0.2113 -0.0165 -0.5118
Si -0.2414 0.3144 -0.5454
Si 0.565 0.1256 -0.4255
Si -0.0265 0.0493 0.101
Si 0.0101 -0.083 -0.0367
Si -0.0699 -0.0308 0.0649
Si 0.0436 -0.0164 -0.0365
Si 0.0075 -0.0968 -0.1055
Si 0.1137 -0.0075 -0.0235
Si 0.1743 0.035 -0.0924
Si 0.1209 -0.0074 -0.0111
Si 0.1533 -0.0843 -0.1969
Si 0.1379 0.0287 -0.6163
Si -0.0565 -0.1035 0.0293
Si -0.0538 0.0071 0.1082
Si -0.079 0.0029 0.0224
Si 0.0604 -0.1435 -0.2276
Si 0.0082 0.0759 -0.0051
Si 0.3623 0.4267 -0.4113
Si 0.1375 -0.0846 -0.0198
Si -0.0388 -0.0383 0.0282
Si -0.001 0.05 0.1396
Si -0.0824 0.0563 -0.0433
Si -0.0301 0.0841 -0.0158
Si 0.0303 0.1109 -0.1001
Si -0.0957 -0.0899 -0.1264
Si -0.0844 -0.0028 0.1167
Si -0.0432 0.0303 0.0593
Si 0.0368 -0.0037 0.1366
Si -0.0511 -0.0545 0.1003
Si -0.1073 -0.5176 0.2903
Si 0.0629 0.035 0.0226
Si -0.0264 0.1149 0.0053
Si 0.0767 -0.0581 -0.0973
Si 0.0182 -0.0973 -0.0385
Si -0.1787 -0.0328 -0.0155
Si 0.0843 0.0066 -0.047
Si 0.0036 -0.0534 0.0145
Si 0.0309 -0.0351 -0.0475
Si 0.153 0.0589 0.0554
Si -0.0009 -0.0371 0.0758
Si -0.0519 0.0591 -0.102
Si -0.0176 -0.0152 -0.0847
Si 0.0428 -0.0395 0.1244
Si -0.3453 0.559 -0.0387
Si 0.0157 -0.0004 0.0885
Si -0.0348 -0.0001 0.096
Si -0.384 0.3566 0.3321
Si -0.0577 0.0378 -0.0381
Si 0.0019 0.0358 0.1305
Si -0.0232 0.0201 0.028
Si -0.1706 0.0253 0.0863
Si -0.0075 0.0007 -0.0051
Si -0.0039 -0.0138 -0.0073
Si -0.0105 0.006 -0.0102
Si -0.0094 -0.0025 -0.0096
Si 0.0117 0.0031 -0.0081
Si 0.016 -0.0046 -0.0035
Si 0.0151 0.0034 -0.0099
Si 0.005 0.0007 -0.0099
Si -0.0083 0.0043 -0.0025
Si -0.0164 -0.0049 -0.0027
Si -0.0079 0.0035 -0.0077
Si -0.0039 0.0048 -0.0047
Si 0.0009 -0.0076 -0.0144
Si -0.002 -0.0034 -0.0108
Si 0.0057 0.0025 -0.0138
Si 0.0054 0.004 -0.0161
Si -0.0075 -0.0051 -0.0134
Si -0.0029 -0.0021 -0.013
Si -0.004 0.0055 -0.0141
Si -0.0075 -0.0004 -0.0158
Si 0.0109 0.0025 -0.0073
Si 0.0099 -0.0039 -0.0033
Si 0.0121 -0.0077 -0.0085
Si 0.0083 0.0009 -0.0087
Si -0.0174 -0.0083 -0.0042
Si -0.015 -0.0009 -0.0075
Si -0.0027 -0.002 -0.01
Si -0.0094 0.0051 -0.0091
Si 0.0064 -0.0078 -0.009
Si 0.0155 0.0084 -0.0046
Si 0.0144 -0.0117 -0.0059
Si 0.0113 0.0036 -0.0086
Si -0.0008 0.0033 0.0179
Si -0.0057 0.0076 0.0196
Si 0.0025 0.0005 0.0201
Si 0.0037 -0.0049 0.0157
Si -0.0016 0.006 0.004
Si -0.0003 0.0108 0.009
Si 0.0016 0.0037 0.0074
Si 0.0014 0.006 0.0035
Si -0.0018 -0.0087 0.0175
Si 0.0057 0.0064 0.0196
Si -0.002 -0.0038 0.0252
Si -0.0013 0.0027 0.0198
Si 0.001 0.004 0.0049
Si 0.0019 -0.0031 0.0027
Si 0.0028 0.0008 0.0055
Si 0.0002 -0.005 0.0059
Si 0.002 -0.0041 0.0171
Si 0.0009 0.0088 0.0179
Si 0.0041 0.0012 0.0239
Si -0.001 -0.0023 0.0233
Si 0.0001 -0.0002 0.005
Si -0.0049 -0.0018 0.0075
Si -0.0051 -0.0016 0.0034
Si -0.0002 -0.0031 0.0017
Si -0.0044 -0.0053 0.0181
Si 0.003 0.0069 0.0175
Si -0.0037 0.0017 0.0217
Si -0.0019 -0.004 0.0199
Si 0.005 0.0028 0.0011
Si -0.0021 -0.0073 0.0008
Si -0.0039 -0.003 0.0022
Si -0.003 -0.0074 0.0012
Si 0.0062 0.0001 -0.0138
Si 0.0022 -0.0045 -0.0106
Si 0.001 0.005 -0.0105
Si -0.0096 0.0026 -0.0148
Si 0.0014 -0.0036 -0.018
Si -0.0025 0.0034 -0.017
Si -0.0031 -0.0041 -0.0188
Si -0.0019 -0.0002 -0.0192
Si -0.0015 0.0017 -0.011
Si 0.0059 0.0001 -0.0074
Si 0.0043 0.0058 -0.0082
Si -0.0038 -0.0023 -0.0061
Si -0.0038 0.0026 -0.0196
Si 0.0013 0.0019 -0.0172
Si -0.0032 0 -0.0173
Si 0.0006 0 -0.0169
Si 0.0005 -0.0003 -0.0191
Si -0.0078 0.0013 -0.0129
Si 0.0019 0.0007 -0.0105
Si -0.0072 -0.0051 -0.014
Si -0.001 -0.0006 -0.0163
Si 0.0064 0.0029 -0.0153
Si 0.0015 -0.0051 -0.0173
Si 0.0032 0.0005 -0.0165
Si 0.002 -0.0005 -0.0099
Si 0.0015 -0.001 -0.0039
Si 0.0061 0.0027 -0.0031
Si -0.0031 -0.003 -0.0045
Si -0.0024 0.0045 -0.0158
Si 0.0029 0.003 -0.0148
Si 0.0054 0.0011 -0.0148
Si -0.0039 0.0006 -0.0156
Si 0.0095 -0.0048 0.0103
Si 0.0143 -0.0018 0.015
Si 0.0166 -0.0026 0.0183
Si 0.0167 0.0005 0.0132
Si -0.0213 0.0076 0.0152
Si -0.0137 0.006 0.0144
Si -0.0075 0.0007 0.015
Si -0.0127 0.0016 0.0126
Si 0.0049 0.0021 0.0145
Si 0.0073 0.0015 0.0146
Si 0.006 0.0036 0.0133
Si 0.0067 0.0054 0.016
Si -0.0002 0.0026 0.0141
Si -0.011 -0.0024 0.0178
Si -0.0078 -0.0036 0.0185
Si -0.0084 0.0016 0.0139
Si 0.0174 -0.0026 0.0115
Si 0.0252 -0.0014 0.0169
Si 0.015 0.0004 0.0174
Si 0.0143 0.0012 0.0136
Si -0.0154 0.0022 0.0162
Si -0.0153 0.0013 0.0145
Si -0.0128 -0.003 0.0148
Si -0.0148 -0.0015 0.0134
Si -0.0001 -0.0019 0.0144
Si 0.0066 -0.0005 0.0133
Si -0.0008 -0.0012 0.0131
Si -0.0028 -0.0014 0.0175
Si -0.006 0.0001 0.0117
Si -0.0065 -0.0039 0.0154
Si -0.0067 -0.0031 0.0183
Si -0.0062 -0.0006 0.0142
Si -0.0128 0.0019 -0.0219
Si -0.0151 0.0011 -0.018
Si -0.016 0 -0.0114
Si -0.0166 0.0069 -0.0127
Si 0.0186 -0.0013 -0.0154
Si 0.0174 0.0011 -0.0162
Si 0.0171 0.0009 -0.0165
Si 0.0079 -0.0009 -0.0177
Si -0.0121 -0.0023 -0.0128
Si -0.0086 0.0017 -0.0142
Si -0.0138 0.0014 -0.0124
Si -0.0087 -0.0022 -0.0131
Si 0.0074 -0.0005 -0.0146
Si 0.0125 0.0039 -0.0127
Si 0.0155 0.0018 -0.0103
Si 0.0103 0.0046 -0.0097
Si -0.0168 -0.0037 -0.0241
Si -0.0254 0.0017 -0.0225
Si -0.0186 -0.0047 -0.0129
Si -0.0178 0.0086 -0.0159
Si 0.0148 -0.0046 -0.0174
Si 0.0174 0.0004 -0.0168
Si 0.016 0.0003 -0.0164
Si 0.0084 -0.0051 -0.0161
Si -0.0042 -0.0014 -0.0097
Si -0.0076 0.0022 -0.0112
Si -0.0111 -0.0021 -0.0093
Si -0.0009 -0.0066 -0.0092
Si 0.0058 0.0022 -0.0124
Si 0.0142 -0.0036 -0.0132
Si 0.0128 0.0009 -0.0075
Si 0.0104 0.0023 -0.0087
Si -0.0273 0 0.0111
Si -0.0021 -0.0032 0.0138
Si 0.0099 0.0016 0.0188
Si 0.0212 0.0004 0.0116
Si -0.0122 0.0041 0.0144
Si -0.0133 0.0048 0.016
Si -0.0039 -0.0012 0.0152
Si -0.007 0.0021 0.0152
Si 0.0035 -0.001 0.0169
Si 0.0032 -0.001 0.0159
Si 0.0047 0.0019 0.0204
Si -0.0083 0.0033 0.0109
Si 0.0167 0.0063 0.0126
Si 0.0273 -0.0029 0.0177
Si 0.0021 0.0013 0.0186
Si 0.0126 -0.0075 0.0201
Si -0.0202 -0.0011 0.0157
Si -0.0023 -0.0028 0.0139
Si 0.0042 0.0057 0.019
Si 0.0022 -0.0024 0.008
Si -0.0169 0.0042 0.0185
Si -0.0157 0.002 0.0135
Si -0.0041 -0.0054 0.0139
Si -0.0163 -0.0017 0.019
Si 0.0033 -0.0056 0.0165
Si 0.0062 -0.0008 0.009
Si 0.0008 0.0003 0.0177
Si -0.0107 0.0027 0.0069
Si 0.0137 0.0042 0.0088
Si 0.0008 0.0039 0.0153
Si 0.0122 -0.0065 0.0148
Si 0.0138 -0.0075 0.0202
Si 0.0117 0.0028 -0.0182
Si -0.0016 0.0011 -0.0151
Si -0.0098 0.0096 -0.0192
Si 0.0084 -0.0064 -0.0197
Si 0.0013 -0.0025 -0.0209
Si 0.0011 0.0022 -0.018
Si 0 -0.0121 -0.0183
Si 0.0029 0.0003 -0.021
Si -0.0009 0.0045 -0.0136
Si -0.0062 -0.0017 -0.0141
Si -0.0006 0.007 -0.0098
Si 0.002 -0.0061 -0.0103
Si -0.012 0.0077 -0.0209
Si -0.0086 -0.0092 -0.0226
Si -0.0023 -0.0019 -0.017
Si -0.0142 0.0142 -0.0129
Si 0.0081 -0.0082 -0.0166
Si 0.0017 0.0032 -0.016
Si -0.0035 0.0065 -0.0187
Si 0.0024 -0.0076 -0.0155
Si 0.0109 0.0083 -0.0183
Si 0.012 0.0077 -0.0178
Si -0.0009 -0.0228 -0.0127
Si 0.009 -0.0029 -0.0098
Si -0.0092 0.0038 -0.0112
Si -0.006 -0.0051 -0.0144
Si 0.0021 0.001 -0.0132
Si 0.0009 -0.0106 -0.0129
Si -0.0053 -0.0015 -0.0173
Si 0.0023 -0.0083 -0.0217
Si -0.0017 0.0029 -0.0162
Si -0.0107 0.0102 -0.0116
Si -0.0272 -0.0081 0.0201
Si -0.0218 0.0198 0.0142
Si 0.008 -0.0129 0.0169
Si 0.0012 0.0134 0.0197
Si -0.0165 0.003 0.0225
Si 0.0213 -0.0066 0.0254
Si 0.0206 0.0088 0.0183
Si -0.0062 0.009 0.0158
Si 0.0139 -0.0004 0.0125
Si 0.0044 0.0091 0.0079
Si -0.0093 0.0044 0.0021
Si 0.0043 0.0032 0.0047
Si 0.0087 -0.0076 0.0096
Si -0.0089 0.0034 0.0131
Si 0.0081 0.0077 0.0037
Si -0.0073 0.0127 0.0072
Si -0.0241 -0.0002 0.0167
Si -0.0035 0.0083 0.0224
Si 0.0032 0.0042 0.0051
Si 0.0023 -0.0089 0.0187
Si -0.0189 -0.0013 0.0213
Si -0.0001 -0.0066 0.0224
Si -0.0151 0.005 0.015
Si -0.0263 -0.0013 0.0199
Si 0.0028 -0.0053 0.0095
Si 0.0036 -0.0034 0.0052
Si 0.0086 0.0071 0.012
Si 0.0166 0.0077 0.0076
Si 0.0035 -0.0102 0.0046
Si -0.0083 -0.0007 0.002
Si 0.0021 0.0156 0.0034
Si -0.0073 -0.0022 0.0035
O 0.1847 0.4917 -0.436
O -0.0208 0.2868 -0.2765
O 0.0136 0.4955 0.2848
O -0.2769 0.176 -0.3549
O -0.0627 -0.5855 0.2514
O -0.0473 0.1724 -0.1082
O 0.4155 0.2292 -0.5109
O -0.1735 -0.4343 0.2023
O -0.1762 0.554 -0.268
O 0.276 0.0102 0.2429
O 0.0081 -0.4269 0.3332
O -0.2988 0.2547 -0.2491
O 0.1308 0.0553 -0.242
O -0.1516 -0.6165 -0.4348
O 0.0748 0.1588 -0.1147
O -0.3975 -0.3826 0.0918
O -0.1867 -0.0466 0.0633
O -0.2496 0.3459 -0.1541
O 0.2642 0.5948 -0.0706
O 0.3304 -0.494 0.2155
O -0.1309 -0.4855 0.2156
O -0.1248 0.3348 0.1733
O 0.161 -0.469 0.0177
O 0.1315 0.3694 0.4596
O -0.1707 -0.2237 0.504
O -0.7545 0.0545 -0.1394
O 0.2199 0.1618 0.0207
O 0.5338 -0.0575 -0.124
O 0.1552 0.1363 -0.3228
O 0.2872 -0.2415 -0.0482
O 0.0596 -0.1478 0.0172
O 0.2753 0.1763 -0.0238
O 0.2344 -0.0307 -0.3931
O -0.5319 0.041 -0.2335
O 0.4536 0.4319 0.1849
O -0.3981 -0.021 -0.0938
O -0.6179 -0.1989 0.0852
O 0.1977 -0.3044 0.1384
O -0.0878 0.0112 0.0501
O -0.1315 0.0568 -0.528
O 0.5518 0.5525 0.1747
O 0.1015 -0.3466 0.2046
O 0.3466 -0.2447 0.2689
O 0.155 0.1652 0.2677
O 0.533 -0.285 -0.102
O 0.1465 -0.073 -0.3152
O -0.4235 -0.1811 -0.272
O -0.2214 0.1722 0.1075
O -0.1245 0.5701 0.1172
O -0.2089 -0.298 0.113
O -0.0622 0.1973 0.2976
O -0.5953 0.3948 -0.2151
O 0.1352 0.2484 0.4536
O -0.0778 -0.1317 -0.1927
O 0.02 -0.5884 0.1255
O -0.473 0.0633 -0.1426
O -0.2605 -0.1289 0.0792
O -0.1968 0.2601 0.2679
O 0.1531 0.1061 -0.0229
O -0.1684 0.1325 0.2151
O -0.3142 0.2134 0.1685
O 0.0251 -0.0539 0.1976
O -0.3535 -0.0563 0.1836
O -0.1624 -0.3705 0.1629
O 0.5873 -0.5642 0.0729
O -0.5469 0.0553 0.1565
O -0.0097 -0.4551 0.3833
O -0.1936 0.3579 -0.0659
O -0.2378 -0.4311 0.144
O -0.484 0.1402 0.1615
O -0.3688 -0.368 0.3957
O -0.183 0.2762 0.1134
O 0.1208 -0.3881 0.3175
O 0.2883 0.1468 0.2629
O -0.4188 -0.1787 0.066
O -0.3496 -0.1534 0.1619
O 0.4314 -0.077 -0.3874
O 0.3681 -0.0503 0.2138
O 0.4527 -0.0765 0.5289
O 0.2733 -0.2723 0.0151
O 0.384 -0.2156 -0.2743
O -0.4751 -0.0875 -0.5679
O -0.1402 0.1901 -0.4391
O 0.189 -0.1295 -0.4221
O -0.1942 0.4273 -0.0108
O 0.3915 0.4406 -0.0593
O -0.2259 0.4421 -0.1264
O 0.0604 0.3601 -0.01
O 0.2235 0.1245 -0.0236
O 0.4663 -0.0202 -0.1703
O 0.2944 0.188 -0.5269
O 0.1795 0.4677 0.0501
O -0.1309 -0.2537 -0.4276
O 0.0602 0.0404 -0.276
O 0.0549 -0.03 0.0849
O 0.1385 0.699 -0.1163
O 0.001 0.0577 -0.489
O 0.0743 -0.1387 -0.2732
O 0.0035 -0.1096 -0.1603
O 0.1215 0.4513 0.01
O 0.4871 -0.1038 -0.4315
O 0.2502 0.013 0.3674
O 0.2433 -0.5793 -0.3111
O 0.6338 0.2658 0.2397
O -0.2734 -0.1802 -0.4295
O -0.1488 -0.0179 0.3665
O -0.3564 -0.0942 0.2491
O 0.3533 -0.26 -0.2166
O 0.32 -0.1939 -0.6333
O -0.1148 0.2494 0.0473
O -0.3721 0.2144 0.0092
O 0.2661 0.2419 0.2631
O 0.4049 0.1251 0.275
O -0.1758 -0.5066 -0.5141
O -0.3905 0.1338 -0.1475
O -0.3065 -0.1468 -0.2195
O -0.064 -0.1423 0.7145
O -0.4564 0.5468 -0.1233
O 0.0072 0.4373 -0.3386
O 0.0739 -0.1248 -0.2642
O -0.1352 0.1061 -0.0872
O -0.3226 0.0408 -0.3178
O -0.1986 -0.3622 -0.0234
O 0.1078 -0.0957 -0.6647
O 0.5548 0.2369 -0.2176
O 0.0959 -0.2839 0.3076
O 0.2089 0.1599 -0.2091
O 0.0412 0.1587 -0.5864
O -0.1033 0.5335 -0.1832
O 0.0693 0.1378 0.4964
O -0.2483 0.1578 -0.2914
O -0.0195 -0.3913 0.3158
O 0.0413 0.3449 -0.3528
O 0.5458 0.0991 -0.0642
O -0.128 -0.3216 -0.5488
O 0.095 0.2832 -0.1252
O -0.0341 0.4096 -0.237
O 0.0784 -0.3921 0.1572
O 0.0258 -0.5825 0.5526
O -0.3711 0.3328 -0.1816
O -0.1996 0.1531 0.1383
O -0.1586 -0.1545 -0.0246
O 0.1706 0.6316 -0.3177
O -0.2483 0.2979 -0.0352
O -0.0475 -0.0176 -0.0038
O -0.1722 -0.3547 0.2791
O -0.2005 0.5544 0.051
O 0.1586 0.1083 -0.4679
O 0.3885 -0.5501 0.0388
O 0.0162 0.1023 -0.1365
O -0.1112 -0.0586 0.1339
O -0.1923 0.3493 0.1837
O 0.1863 -0.4237 0.3587
O 0.3094 -0.6019 0.1362
O -0.1341 0.2315 0.4055
O -0.4812 0.2313 -0.2184
O 0.0338 0.5058 0.0489
O 0.0652 0.5045 -0.1559
O 0.2326 -0.0009 -0.274
O 0.0407 -0.1516 -0.413
O 0.2283 -0.2154 -0.0012
O 0.2835 0.0665 -0.2715
O 0.488 0.2118 0.1933
O 0.2445 0.1612 -0.2305
O -0.4344 -0.1909 0.172
O 0.0636 0.5382 0.2986
O -0.0197 0.2188 -0.0898
O 0.036 -0.043 -0.4065
O 0.4228 0.4855 0.0461
O -0.1275 -0.1233 0.0566
O 0.4736 -0.181 -0.0872
O 0.0809 0.2503 0.347
O 0.206 -0.5322 -0.1656
O 0.4616 -0.2293 -0.2365
O 0.1073 0.146 -0.0856
O 0.1204 0.3335 0.0567
O -0.3971 -0.003 0.2395
O -0.2861 0.283 0.1722
O -0.6083 0.2769 -0.2191
O 0.6027 0.0825 0.0972
O -0.3133 -0.003 -0.2949
O 0.2493 -0.5549 -0.1465
O -0.0017 -0.4181 -0.0428
O -0.3633 0.2764 0.0185
O -0.586 -0.167 -0.2013
O 0.028 0.073 0.1541
O -0.2311 0.0299 0.3406
O -0.061 0.3349 0.0759
O 0.4583 -0.1721 0.0635
O -0.279 -0.0186 0.3663
O 0.1174 0.0931 0.2816
O 0.4459 -0.4806 0.2262
O -0.3066 0.0781 0.585
O -0.5281 -0.2573 0.2247
O 0.0974 -0.7087 -0.054
O 0.1866 -0.1019 0.2895
O 0.1654 0.0162 0.5634
O -0.2981 0.2489 -0.5961
O -0.0101 -0.5084 0.4924
O -0.0894 -0.0308 0.1744
O -0.2928 -0.1107 0.0987
O -0.0767 0.0202 0.3852
O 0.2709 -0.4583 -0.0631
O 0.1821 0.188 0.4264
O -0.284 -0.1126 0.3182
O -0.0486 -0.0511 -0.1682
O -0.2466 -0.068 -0.0204
O 0.5316 -0.0581 0.1997
O 0.2671 -0.0487 0.6355
O -0.0395 -0.075 0.3791
O 0.099 0.0047 -0.1312
O -0.2242 0.0429 0.2787
O -0.0967 0.0823 0.2951
O 0.4061 0.1147 -0.2784
O -0.2132 -0.0923 -0.4309
O 0.3577 -0.1798 0.0792
O -0.5965 0.236 0.4937
O 0.0136 -0.1812 -0.1917
O -0.0653 0.5052 -0.2773
O -0.0685 0.4548 0.1626
O -0.3662 -0.1885 -0.2001
O -0.0579 0.3207 0.0735
O 0.5717 0.1926 -0.4214
O 0.255 0.2377 -0.2074
O 0.4253 0.0461 -0.4036
O 0.1303 0.1489 0.2224
O -0.0579 0.3215 -0.0386
O -0.2498 0.2271 0.0861
O 0.3028 -0.1626 0.2212
O -0.2459 -0.2528 -0.7083
O -0.1957 0.4424 0.0887
O 0.1062 0.6834 0.0759
O -0.0206 -0.0405 -0.3892
O -0.1698 -0.37 -0.0486
O -0.0102 0.4724 -0.0075
O 0.1045 -0.2418 0.2811
O -0.3938 -0.1182 -0.104
O 0.3522 0.3975 -0.2771
O -0.3513 -0.4668 -0.1742
O 0.1621 0.1858 0.1469
O -0.3037 0.1044 0.0923
O 0.3065 -0.3328 -0.2242
O 0.2112 0.0836 0.3685
O -0.3545 -0.4549 0.1693
O -0.3191 0.2333 0.453
O -0.0855 -0.0231 0.3465
O 0.1649 -0.3489 0.1607
O -0.4053 0.3756 0.3275
O 0.1657 -0.3387 -0.2798
O -0.5311 -0.1297 0.2579
O -0.0173 -0.4039 -0.2428
O 0.2511 -0.0532 -0.3152
O -0.3306 -0.2224 0.0316
O 0.1973 -0.0893 -0.0177
O -0.3547 0.0908 -0.1947
O 0.3463 0.1024 0.2542
O 0.0686 0.5812 0.0382
O -0.0416 -0.4792 -0.1549
O -0.4065 0.0209 -0.4152
O 0.1491 0.0083 -0.0159
O 0.1373 -0.5667 -0.1807
O 0.4729 -0.1532 0.1995
O -0.4695 0.3681 0.1204
O -0.1891 0.4053 -0.1574
O -0.0104 0.462 0.0253
O 0.149 0.1543 0.2303
O 0.4944 -0.1744 -0.0844
O -0.1072 0.4161 0.137
O 0.2045 0.0029 -0.5816
O 0.471 0.2376 -0.4183
O 0.2906 -0.4547 -0.0594
O -0.1825 0.0202 0.5331
O -0.0776 -0.4535 0.0196
O 0.3393 0.2465 0.0798
O -0.0983 0.5568 -0.2293
O -0.2214 -0.276 -0.2135
O 0.5194 -0.0895 0.3702
O 0.3412 -0.4565 -0.0441
O 0.2144 0.2703 -0.5084
O 0.1678 -0.0801 0.0212
O -0.0014 0.4248 0.0761
O 0.3663 0.6668 -0.0857
O -0.1675 -0.0182 0.2042
O -0.1073 0.2926 -0.3118
O -0.4416 -0.1564 0.2121
O -0.13 0.0985 0.3243
O 0.1072 -0.1709 0.2034
O 0.2216 -0.1089 0.109
O 0.3046 0.4109 0.1656
O -0.2284 -0.2502 0.1233
O 0.2307 -0.188 -0.6184
O 0.2789 0.2305 0.1697
O 0.4789 0.0973 -0.2199
O -0.1038 -0.0093 0.1631
O 0.4108 0.2759 0.2898
O -0.22 -0.0564 -0.1372
O 0.2179 -0.0602 -0.0882
O -0.1273 -0.2351 0.6115
O -0.4245 -0.2581 0.0218
O 0.232 -0.1882 0.1581
O 0.1689 0.1755 -0.4307
O 0.357 -0.1334 -0.451
O 0.3895 0.1131 -0.3037
O 0.5568 0.0458 -0.4877
O -0.6299 0.1437 -0.0841
O -0.2052 -0.2918 0.3259
